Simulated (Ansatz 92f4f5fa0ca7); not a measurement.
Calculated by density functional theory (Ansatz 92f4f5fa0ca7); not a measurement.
Periodic cell of 252 atoms, Si144O100N8, from a study of silicon, its oxide and their interface. The atomic structure is a simulated model.
This geometry differs little from another in the collection (a relaxation step or a small displacement).

Settings: functional r2SCAN; potential files Ansatz PAW; basis plane waves; wave-function cutoff 800 eV; density cutoff ratio 5; exchange-correlation grid ratio 1; k mesh 1 x 1 x 1, shifted by 0.5 0.5 0 of a step; self-consistency stop 1e-10 eV per atom in the density residual; occupations fixed; spin none; net charge 0.

Cell vectors (angstrom)
a 10.887 0 0
b 0 10.887 0
c 0 0 35.4142

Atoms and the computed forces on them: element, x, y, z (angstrom), force x, y, z (eV/angstrom)
Si -0.1764 0.2067 0.1887 0.0087 0.0016 -0.0501
Si 2.7216 2.1151 0.0579 -0.0095 0.0015 -0.0595
Si -0.4141 5.7327 -0.0105 0.0036 0.0098 -0.0608
Si 3.0454 7.7192 0.0965 -0.0007 0.0061 -0.0587
Si 4.9981 0.0609 -0.0212 0.0069 -0.0047 -0.0637
Si 8.2702 2.1668 0.233 -0.0024 0.0047 -0.0573
Si 5.1799 5.5729 0.0683 0.0082 0.0017 -0.0531
Si 8.2379 7.938 -0.1986 -0.0012 -0.0035 -0.0702
Si 1.2934 1.2611 1.6502 -0.0001 0.007 0.0021
Si 4.0065 3.8606 1.229 0.001 0.0013 0.0032
Si 1.2572 6.7569 1.3502 0.0014 -0.0025 0.0004
Si 4.1747 9.2879 1.4527 -0.0049 0.0033 0
Si 6.5751 1.1814 1.4853 -0.0079 -0.0044 -0.0053
Si 9.4189 4.0093 1.2708 0.0037 -0.0006 0.002
Si 6.7098 6.8526 1.339 -0.002 -0.0022 0.0072
Si 9.4861 9.3905 1.2573 -0.0015 -0.0029 0.0071
Si -0.0775 2.7601 2.7801 0 0.0033 -0.002
Si 2.7493 -0.1653 2.7857 0.0041 -0.0003 -0.0046
Si -0.0005 8.1679 2.7281 -0.0024 0.0033 -0.002
Si 2.6263 5.2806 2.6312 0.003 0 0.0002
Si 5.3944 2.7172 2.7635 -0.0043 0.0002 0.0028
Si 8.0783 -0.1711 2.7144 -0.0009 0.002 -0.0038
Si 5.5232 8.1179 2.8848 -0.0015 -0.0019 -0.0045
Si 8.0977 5.4144 2.6438 -0.0024 0.0008 0.0049
Si 1.3228 4.0482 4.1388 0.0037 0.0043 0.0009
Si 4.0654 1.3065 4.094 0.004 -0.0001 -0.0022
Si 1.3354 9.4791 4.1445 0.0031 -0.0021 0.0011
Si 4.0325 6.7016 4.0238 -0.0034 0.0011 -0.0007
Si 6.7714 4.0908 4.0715 -0.001 0.0048 0.001
Si 9.4419 1.3147 4.0334 -0.001 -0.0018 -0.0015
Si 6.8343 9.4703 4.2328 -0.0012 0.0016 0.0013
Si 9.5026 6.7648 4.0269 0.0005 -0.0015 -0.002
Si -0.0285 0.0066 5.4331 0.0011 0.0033 -0.002
Si 2.7094 2.673 5.4595 0.0018 -0.0014 -0.0015
Si -0.0183 5.4568 5.4426 -0.0002 0.0031 0.0001
Si 2.72 8.1026 5.4329 0.0017 0.003 -0.0008
Si 5.4451 0.0098 5.485 -0.0005 0.0009 0.0021
Si 8.1337 2.7168 5.4114 -0.0011 0.002 -0.0002
Si 5.4195 5.4237 5.4405 0.002 0.0027 -0.0022
Si 8.2066 8.0983 5.497 -0.0011 0.0014 0.0023
Si 1.34 1.3469 6.8204 -0.0002 -0.0007 -0.0003
Si 4.0871 4.059 6.7988 0.0025 0.0005 -0.0015
Si 1.3628 6.7934 6.8097 0.0026 0.0032 -0.0006
Si 4.062 9.519 6.7946 -0.0008 0.0023 -0.0002
Si 6.8027 1.3931 6.8126 0.0016 0.0027 0.0008
Si 9.502 4.0883 6.7772 -0.0022 0.0021 -0.0006
Si 6.791 6.7785 6.822 0.0038 -0.0003 -0.0009
Si 9.5473 9.5125 6.8136 0.0002 0.0009 0.0001
Si -0.0027 2.759 8.1302 0.0006 -0.0005 0
Si 2.7195 0.0023 8.1922 0.003 0.0019 0.0015
Si 0.0512 8.1882 8.1695 -0.0044 0.003 0.0008
Si 2.7473 5.4465 8.1431 -0.0014 0.0026 -0.0013
Si 5.4823 2.769 8.1827 -0.0006 -0.0013 0
Si 8.179 0.0239 8.128 0.0019 0.0001 -0.0009
Si 5.4451 8.1887 8.1411 0.0007 0.0024 -0.001
Si 8.1903 5.4641 8.1876 0.0008 0.003 -0.0006
Si 1.3726 4.113 9.4824 0.0029 0.0012 0.0017
Si 4.123 1.4043 9.5065 -0.0002 0.0001 -0.0003
Si 1.3542 9.5409 9.5812 0.0007 0.0041 0.0027
Si 4.0704 6.8575 9.5001 0.0009 -0.0012 0.0022
Si 6.8305 4.1478 9.5709 0.0017 -0.0018 0.002
Si 9.5384 1.3952 9.4724 0.0018 -0.0005 0.0013
Si 6.8251 9.551 9.4727 0.0034 0.0009 0.0021
Si 9.5963 6.8412 9.5339 0.001 0.0021 -0.0047
Si -0.0189 0.0779 10.883 0.0003 0.0006 0.0009
Si 2.7521 2.7953 10.8279 0.0008 0.0033 -0.0002
Si 0.1062 5.4975 10.9034 0.0014 0.0028 0.0014
Si 2.7119 8.1614 10.9354 0.0011 0.0008 -0.0026
Si 5.4837 0.017 10.8386 0.0003 0.0031 -0.0009
Si 8.2409 2.7593 10.8606 -0.0012 -0.0008 -0.0014
Si 5.4807 5.6035 10.8765 0.0022 0.0023 -0.0012
Si 8.2658 8.2854 10.8315 0.0035 0.0066 -0.0004
Si 1.4311 1.386 12.168 0.0011 0.0001 -0.003
Si 4.0265 4.2847 12.1517 -0.0042 0.0039 -0.0002
Si 1.3737 6.848 12.4151 0.0012 0.0031 0.0045
Si 4.0977 9.5673 12.1925 -0.0004 -0.0017 -0.002
Si 6.8722 1.3813 12.1639 0.0054 -0.0023 -0.0051
Si 9.6868 4.0764 12.201 -0.0003 -0.0036 -0.0006
Si 6.9254 6.9853 12.1842 -0.0033 0.0021 -0.0022
Si 9.4888 9.6864 12.3118 -0.0035 0.0019 0.0024
Si 0.2347 2.7832 13.5937 0.0019 0.0014 -0.0033
Si 2.7151 -0.0086 13.5694 0.0014 0.0001 -0.0015
Si -0.0498 8.3132 13.665 0.006 0.001 -0.0015
Si 2.8324 5.557 13.8375 0.0013 -0.0005 0.0046
Si 5.3857 2.782 13.2409 -0.0063 -0.0061 0.0015
Si 8.1612 0.2111 13.7928 -0.0032 0.0018 -0.0091
Si 5.6075 8.4504 13.5577 0.0002 -0.0049 0.002
Si 8.2966 5.4772 13.4101 -0.0052 0.0009 -0.0087
Si 1.8065 3.7971 15.0972 -0.0088 -0.0002 0.046
Si 4.0626 1.5332 14.6619 -0.0027 0.0036 0.0412
Si 1.203 9.7841 15.0691 0.0073 -0.0005 0.0607
Si 4.762 6.6753 14.8031 0.024 -0.0057 0.0467
Si 6.6939 4.1919 14.4672 0.0064 -0.0067 0.0482
Si 9.9759 1.2579 14.9264 0.0001 0.0107 0.0537
Si 6.3659 10.2802 15.1678 -0.0042 -0.0099 0.0685
Si 9.3006 7.012 14.8618 -0.0043 -0.0005 0.0596
Si -14.9156 -2.0756 20.9209 -0.0011 -0.002 0.0947
Si 6.5386 14.1903 21.6728 0.0008 0.0048 0.0817
Si -3.0502 -5.0024 20.9936 0.0085 -0.0044 0.0741
Si 11.6973 2.4873 19.4727 0.0019 0.0084 0.09
Si 6.5255 0.4854 22.8711 0.0025 0.0072 0.0449
Si 6.7266 18.8263 16.6139 0.002 -0.0013 0.0847
Si -1.6655 -9.2941 17.8624 0.0006 -0.0089 0.0951
Si 2.615 9.9551 17.8192 0.015 0.0027 0.1082
Si -3.694 10.3655 18.279 0.0004 0.0161 0.1165
Si 14.5612 7.6116 23.8381 0.0062 -0.0018 0.0248
Si 10.6471 -5.5279 17.0007 -0.0092 0.0037 0.1043
Si 3.6681 -11.3879 22.9656 0.0144 -0.0037 0.0548
Si 4.1185 15.655 23.1321 -0.0031 0.0016 0.0417
Si 0.8252 3.0524 28.4791 0.0116 0.0033 -0.0636
Si 8.6347 -3.8999 28.0418 0.0023 -0.0021 -0.0441
Si 4.1498 -3.0741 19.5283 -0.0115 -0.0099 0.094
Si 14.0102 12.978 17.3343 0.0033 -0.0161 0.1268
Si -0.0221 11.3043 27.2877 0.0014 0.0097 -0.0329
Si -3.7261 3.8282 33.6309 0.0006 0.0181 -0.0998
Si -6.3951 17.76 30.0886 0.0018 0.0061 -0.1003
Si 2.5041 -10.456 20.3816 0.0082 -0.0099 0.0836
Si -8.4966 -2.3846 31.4094 -0.0008 -0.0087 -0.0986
Si 10.8114 -5.4307 19.9693 -0.0061 0.0101 0.101
Si 13.132 6.4908 21.6565 0.01 -0.0088 0.0709
Si 11.269 2.3646 31.3954 -0.0126 -0.023 -0.0995
Si 5.1916 1.7987 19.2805 -0.0035 0.0029 0.0919
Si -3.1336 4.4305 29.0359 0.0163 -0.0065 -0.0674
Si 13.119 0.369 25.6588 -0.0047 0.003 0.0047
Si 2.2853 -11.4164 33.9649 -0.0017 -0.0248 -0.1167
Si -4.76 -4.8945 18.5567 -0.0163 -0.0106 0.1043
Si 11.3082 -1.1205 29.7434 -0.0165 0.0056 -0.0721
Si 3.8876 3.0205 25.682 -0.0002 -0.0103 0.0021
Si -4.6384 5.2002 31.4838 -0.0058 0.0078 -0.0956
Si -11.8998 6.007 30.3229 -0.0028 -0.0018 -0.1005
Si 17.0889 8.4674 28.4461 0.0052 0.0005 -0.0571
Si 3.0142 15.8262 27.9532 -0.012 -0.0144 -0.0408
Si 19.7176 5.9551 32.9739 -0.0054 -0.0054 -0.1371
Si -13.9968 14.7742 17.1929 -0.004 0.0047 0.0939
Si -4.0111 -1.0001 33.0472 0.0036 0.0157 -0.1381
Si -4.7733 11.6624 25.7621 -0.0107 0.0011 -0.0041
Si 1.4416 4.1137 33.4616 -0.0056 0.0001 -0.1032
Si 15.8406 -12.0339 30.6157 0.0013 -0.0004 -0.088
Si 11.2025 5.7077 27.8315 -0.0004 -0.0063 -0.0433
Si 8.0405 -9.4907 28.1799 -0.001 0.0005 -0.0611
Si -12.7837 22.1237 31.0599 0.0174 0.0031 -0.1008
Si 2.5696 -10.5097 31.1104 -0.0007 0.0162 -0.0838
Si 14.4676 6.146 32.8805 0.0019 0.0075 -0.1311
Si 15.0212 9.2777 26.3196 -0.0059 0.0087 -0.0174
O -5.707 -11.4373 25.6804 0.0018 -0.0013 0.0019
O 0.7494 -0.0666 34.2686 -0.0153 0.0024 0.0528
O -8.6038 -18.0647 28.7311 -0.003 -0.0027 0.0181
O 0.637 5.2406 34.2618 -0.0211 0.0197 0.0599
N 4.0506 6.5841 34.5299 0.0061 0.0066 0.0956
O 5.787 9.3863 31.9614 0.0291 0.0043 0.0734
O 0.4334 3.6907 32.2843 0.0193 0.0252 0.0649
O 7.6065 -2.1932 33.8812 0.0198 -0.0253 0.0726
O 11.5054 0.1787 25.8135 -0.0013 -0.0012 0.0088
O 5.9554 -3.6609 29.4563 -0.0159 -0.0114 0.0387
O 6.3216 4.8676 34.5442 -0.0218 0.0232 0.0612
N 9.2438 6.6921 34.5064 0.0093 0.0119 0.0797
O 0.892 4.3869 16.3507 0.0302 -0.0158 -0.0562
N 3.0016 2.6023 15.6975 0.0023 0.0096 -0.0755
O -4.8581 -1.0961 29.3789 -0.0198 0.0055 0.0468
O -3.5042 -7.5065 15.7116 -0.0172 0.0023 -0.072
O 0.0953 10.9367 15.3916 0.0024 -0.0076 -0.0259
O 3.698 8.891 18.3975 -0.0152 0.0226 -0.0477
O 13.603 -0.4947 21.6686 -0.0181 0.0126 -0.0551
O 1.7873 9.3148 16.56 -0.0257 -0.0025 -0.0793
O 10.3988 6.5989 16.0071 -0.0134 0.0216 -0.0568
O 7.0327 11.4444 24.429 -0.0005 -0.002 -0.0146
O 20.2581 11.8993 27.3346 -0.0049 0.0009 0.0173
O 25.327 -13.681 25.3707 0.0022 -0.0041 -0.0072
O 0.3004 3.8907 20.0582 0.0031 -0.0123 -0.0344
O 3.2147 11.3453 17.2407 -0.0014 0.0091 -0.0416
O 7.5094 9.3883 19.5441 0.0012 0.0197 -0.0726
O 6.5729 -5.225 20.0438 -0.015 0.0051 -0.0551
O -8.1671 -8.98 25.8637 0.0007 -0.0013 -0.0002
O -2.2145 4.3778 33.3642 -0.0052 -0.0069 0.0547
O 1.4713 -9.246 20.6816 -0.0077 0.0089 -0.0466
O -6.3243 6.2495 23.7 -0.0014 -0.0034 -0.0105
O 6.4773 -6.1704 17.6592 0.0151 -0.0132 -0.0411
O 16.2271 8.4177 20.4601 -0.0101 -0.005 -0.0432
O 5.2534 0.5949 15.3834 -0.0019 0.0043 -0.0317
O 20.95 17.6199 27.2476 -0.0003 -0.0017 0.0236
O 2.8561 15.5824 32.9487 -0.0094 -0.0052 0.0399
N -4.2249 -1.258 16.7924 -0.0045 0.0007 -0.0879
O 7.6343 -2.657 27.6865 -0.0029 -0.0025 0.0186
O 5.3282 3.9192 22.5351 0.015 -0.0111 -0.0296
O 3.7582 5.904 29.0081 0.014 0.0191 0.0459
O -0.9009 23.2162 31.7497 0.0031 0.007 0.0326
O -2.9524 7.6086 15.5678 0.0267 -0.0128 -0.0447
O -9.2774 10.8656 29.8738 0.0157 0.0043 0.0491
O 6.4424 4.6968 29.9472 -0.0161 0.0088 0.0586
O 8.6311 11.0013 17.9133 0.0015 0.0009 -0.0339
O 4.8918 0.5505 22.8567 0.0108 -0.003 -0.0175
O 3.9353 4.1757 26.8491 -0.0046 0.0084 0.0161
O -18.8765 -0.6537 26.7644 0.0014 -0.004 0.0035
O -2.6924 11.7425 29.717 0.0082 -0.0121 0.0557
O 0.2681 -4.9858 18.4438 -0.0032 -0.0047 -0.0818
O 18.5043 18.3386 21.4995 -0.0033 -0.0012 -0.0318
O 5.9334 13.7834 20.2105 -0.0202 -0.0181 -0.0569
O -16.4908 23.9537 25.6402 0.0021 -0.0013 0.0015
O 4.5948 6.4693 18.7173 0.0145 -0.0138 -0.0522
O -0.051 -6.7659 27.5973 0.0023 -0.001 0.0193
O -3.8031 1.8734 22.2334 -0.0049 0.0085 -0.0295
O 12.7249 -22.224 19.173 -0.002 -0.0118 -0.0585
O 8.0358 13.5408 18.2015 0.0018 0.0058 -0.0441
O 5.62 -5.5866 14.9829 -0.0075 0.0016 -0.0337
O 3.0166 5.0811 21.9683 -0.0126 0.0036 -0.0234
O 10.4194 1.7012 18.9072 -0.0253 -0.0081 -0.0407
O 11.648 -4.6608 21.1107 -0.0165 -0.0099 -0.0381
O -1.7122 4.7066 17.1873 0.0041 0.0041 -0.0339
O -8.9854 1.7515 31.6286 0.0037 0.0018 0.0402
O 7.4175 6.1889 32.1367 0.0194 -0.0069 0.0528
O 15.0297 0.2889 30.6642 -0.0129 -0.0029 0.0362
O 1.908 2.6059 18.2764 0.021 -0.0059 -0.058
O 7.3582 -8.4835 34.2962 0.0112 -0.0155 0.0519
O 6.8724 0.7951 27.205 0.008 0.0018 0.0183
O 6.9433 10.0144 22.0457 0.0028 -0.017 -0.0362
O 4.9477 -2.4151 27.4394 0.0103 -0.0075 0.0264
O 7.7761 13.876 28.3247 -0.0024 0.0121 0.022
O 20.1543 16.6807 20.2664 0.0139 -0.0033 -0.0312
O 9.9677 10.032 30.6016 -0.0054 0.009 0.0389
O 7.7025 -6.4188 21.8327 0.0022 0.0091 -0.021
O 11.8269 1.6015 27.8224 -0.0003 0.0073 0.0268
O -9.1312 2.8277 34.3685 0.0193 -0.0217 0.0635
O 3.9577 -9.8288 20.0384 0.0098 0.0083 -0.0376
O 2.9616 18.2715 20.5202 0.0208 0.0103 -0.0514
O -1.1951 1.971 16.3658 0.0116 -0.0066 -0.0784
O 3.5502 3.8467 24.331 0.0029 0.0064 -0.0145
O 11.2483 5.8801 29.4692 -0.0078 0.0036 0.0453
N 2.4148 10.0205 32.2764 -0.0036 0.0098 0.0927
O 0.1138 2.7882 29.8807 -0.0005 -0.0081 0.0657
O 0.0346 9.9193 28.1671 0.0062 -0.0086 0.0406
O 15.4174 2.5621 18.0055 -0.0213 0.009 -0.0567
O 17.0563 0.6154 18.7896 0.0147 -0.0188 -0.0385
O 2.6924 10.7581 24.1955 0.0073 -0.0065 -0.0166
O -8.4648 8.8636 34.5442 0.0214 -0.0065 0.055
O -0.8718 -4.6179 31.9021 -0.0125 0.0022 0.0855
O 1.0817 -13.3402 30.4087 0.0205 -0.0051 0.0473
O -2.92 -0.1302 32.217 -0.0287 -0.016 0.0602
O 4.3222 8.9057 23.1058 -0.0032 0.0046 -0.0162
O 9.0043 -6.2374 30.0582 0.006 0.0059 0.0362
O 7.8301 16.4679 27.8858 -0.0015 -0.0083 0.0292
O 1.8308 -5.0161 27.2716 0.0046 -0.0017 0.0174
O 24.0331 18.1816 23.0818 -0.0081 -0.0074 -0.0268
O 17.1874 -7.111 32.2747 0.0151 -0.0132 0.0629
O -1.3822 1.2183 35.1429 -0.0015 0.0033 0.0296
N -17.0156 -15.7276 31.598 -0.0052 -0.0134 0.0764
O -5.6615 7.3961 16.2233 -0.0267 -0.0078 -0.0683
O 7.0589 7.2046 18.0102 0.0006 0.023 -0.0662
N 3.4275 0.6428 34.7256 0.0104 0.0167 0.059
O 6.0166 10.7054 34.1379 -0.0334 0.019 0.0763
O 2.4415 7.1965 32.3576 0.0068 -0.0242 0.0625
N 3.8097 8.4369 30.4187 -0.0115 0.0064 0.0349
O 9.0459 7.2183 29.6024 0.0066 -0.0062 0.0418

Results
free energy: -152233.059 eV
free energy less fixed offsets of N -386.36, O -570.45, Si -639.56 eV per atom: -0.539 eV

The program warned: the cutoff lies below the one the program advises for these potential files; the forces do not sum to zero within the program's tolerance; empty levels may hold ghost states of the PAW files; the exchange-correlation potential is rough where the density is thin.
